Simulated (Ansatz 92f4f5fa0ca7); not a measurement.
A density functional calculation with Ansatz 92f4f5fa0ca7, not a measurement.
Periodic cell of 176 atoms, Si99O77, from a study of silicon, its oxide and their interface. The atomic structure is a simulated model.

Settings: functional r2SCAN; potential files Ansatz norm-conserving; basis plane waves; wave-function cutoff 1300 eV; density cutoff ratio 4; exchange-correlation grid ratio 1; k mesh 2 x 2 x 1, shifted by 0.5 0.5 0.5 of a step; self-consistency stop 5e-08 eV per atom in the density residual; occupations Fermi-Dirac, 0.05 eV; spin none; net charge 0.

Cell vectors (angstrom)
a	11.5403	0	0
b	0	11.5403	0
c	-2.0448	4.3465	22.5787

Atoms and the computed forces on them: element, x, y, z (angstrom), force x, y, z (eV/angstrom)
Si	0.8026	4.7862	-0.2173	-0.4296	-0.0638	-1.1117
Si	2.4756	6.906	1.3067	0.1065	0.1283	0.1116
Si	0.1248	3.3863	-2.9736	-0.1219	-0.0633	-0.124
Si	2.462	3.64	1.1455	0.4593	0.7488	0.1238
Si	4.3051	5.7073	0.112	-0.0626	-0.1241	-0.2164
Si	2.0439	1.2866	-4.2666	0.0429	-0.06	-0.3273
Si	7.0704	2.8069	1.3829	-0.294	0.118	-0.5953
Si	8.4134	6.906	-0.1589	-0.3633	-0.1525	-0.7112
Si	9.4743	10.4131	0.9335	0.5781	0.2687	0.16
Si	6.6373	1.1912	-1.0538	-0.078	0.2223	-0.1547
Si	0.714	7.1937	-0.1655	-0.1474	-0.2493	-0.1764
Si	1.5286	10.5443	0.5536	0.2642	0.2045	-0.1926
Si	9.4104	2.5696	0.9808	-0.0363	-0.4284	0.089
Si	6.3564	6.6891	1.0489	0.049	-0.1145	-0.1816
Si	7.11	10.7659	1.2508	-0.5461	0.0438	-0.552
Si	10.2017	4.7068	0.7395	-0.376	0.2898	-0.0669
Si	10.1902	8.1851	0.6808	-0.1723	-0.09	0.2621
Si	10.8266	11.2139	-0.7853	-0.1242	0.2977	0.1328
Si	2.3316	5.1715	2.8617	0.0339	-0.0332	0.2266
Si	2.2733	8.9826	2.3431	0.2332	0.0471	0.3983
Si	2.5059	13.0448	2.2272	-0.2191	-0.9662	-0.3298
Si	6.4687	4.8491	2.4973	0.1636	0.1248	0.5213
Si	6.2305	8.7697	2.2597	0.0719	-0.0059	0.17
Si	6.5619	12.5478	2.7533	0.0301	0.0319	0.2517
Si	10.1774	5.6306	2.9397	-0.0295	0.2586	0.0672
Si	10.1323	8.0574	2.9764	0.003	-0.5142	0.147
Si	10.1818	12.6691	2.7827	-0.2616	-0.4448	-0.211
Si	0.5022	5.1347	4.2734	0.0427	-0.1472	-0.0701
Si	0.5846	8.887	3.9719	-0.2354	-0.2724	-0.0638
Si	0.6673	12.8243	3.9329	-0.0824	-0.0157	0.0244
Si	4.464	4.9422	3.8067	0.2404	0.0802	0.0319
Si	4.3051	8.9033	3.6729	-0.0457	0.2044	0.0775
Si	4.3901	12.7007	3.7307	0.2031	0.1699	0.1508
Si	8.2375	5.0216	4.121	-0.136	-0.1538	-0.172
Si	8.0265	8.7113	3.8648	0.1333	0.2167	-0.032
Si	8.358	12.7122	4.2451	-0.058	-0.2416	0.4094
Si	0.5966	3.0932	5.4562	0.1075	0.1212	0.2117
Si	0.5395	7.128	5.4886	0.2254	0.1499	-0.0062
Si	0.5258	10.8036	5.3964	0.1348	-0.0794	-0.1093
Si	4.4624	3.0801	5.2059	-0.0867	0.1578	0.0085
Si	4.3975	6.8859	5.1052	-0.0632	0.159	-0.2836
Si	4.3483	10.7706	5.1285	-0.0421	-0.1596	-0.0443
Si	8.3033	3.1297	5.5498	-0.0322	0.082	0.0151
Si	8.1315	6.9791	5.4206	-0.1807	0.1638	-0.041
Si	8.2423	10.5956	5.3538	-0.1047	0.0426	-0.3937
Si	2.6149	3.1234	6.7003	-0.0599	-0.1098	-0.3653
Si	2.5645	7.0073	6.6097	0.0041	-0.2899	0.0877
Si	2.551	10.7669	6.7241	0.2909	0.1505	0.1391
Si	6.2774	3.0382	6.7701	0.1278	0.0648	-0.2206
Si	6.1729	6.8526	6.667	-0.0116	-0.0151	-0.0199
Si	6.2395	10.6671	6.5921	0.0445	0.1643	0.0469
Si	10.2447	3.4707	6.8705	0.1062	0.2342	-0.266
Si	10.0754	7.5818	6.6693	0.0219	0.1972	-0.299
Si	10.1021	10.1496	6.7086	-0.0368	-0.0214	-0.091
Si	4.1278	4.9537	9.3665	0.0198	-0.0934	0.5406
Si	3.3869	7.6974	10.7752	-0.0223	-0.1653	0.2146
Si	3.4611	1.1696	7.8369	-0.3946	0.0458	0.0806
Si	2.2881	5.1194	8.0001	0.1388	0.2015	-0.025
Si	5.6158	8.7589	7.8485	0.6143	-0.086	0.5009
Si	5.7952	1.0278	7.9226	0.3284	-0.1057	0.4678
Si	11.9098	5.6333	9.4944	0.026	-0.4793	0.2686
Si	10.0708	5.6761	8.0431	0.0917	-0.401	0.048
Si	9.7073	11.4201	8.7203	-0.0035	-1.01	0.4994
Si	6.163	4.9685	8.1202	-0.2216	0.0368	0.0865
Si	3.2738	8.8224	7.9004	-0.6176	-0.1383	0.4081
Si	3.0408	2.1582	9.9014	0.3795	-0.0303	0.1799
Si	8.2359	4.8423	9.281	-0.2427	-0.0142	0.6004
Si	7.6004	6.2903	12.087	0.0343	0.0839	0.18
Si	7.2535	11.509	10.4509	-0.2081	0.1458	0.2756
Si	9.8699	2.2846	8.8563	-1.0198	0.597	0.1406
Si	12.052	7.2528	11.2679	0.0089	0.5227	0.4944
Si	11.6411	2.7753	10.2505	1.1044	-0.0762	0.9167
Si	11.3592	1.7519	21.3432	-0.0309	0.1218	-0.7033
Si	10.2114	2.8576	14.5207	0.0359	0.0567	0.0338
Si	0.9865	11.5492	17.7037	-0.2717	-0.0759	-0.3886
Si	4.2077	4.6709	17.0144	-0.0369	0.5835	0.2918
Si	9.2329	4.0033	17.1673	0.1844	0.0733	-0.2632
Si	2.583	4.429	19.5703	-0.1691	-0.0486	-0.2
Si	7.5952	6.0708	21.3131	0.2684	0.3099	-0.4619
Si	6.1161	8.7771	10.9815	-0.0366	0.0797	0.2866
Si	10.3119	5.8909	13.5835	-0.0694	-0.0925	0.307
Si	6.7561	12.0954	19.5637	0.1676	0.0227	-0.2616
Si	11.9575	7.3678	15.834	0.0608	0.1024	0.0061
Si	5.7682	8.6582	16.415	0.096	-0.1494	-0.3832
Si	5.3389	10.052	18.1808	-0.1237	-0.0197	-0.3087
Si	9.0169	0.3903	12.8293	-0.0555	-0.0321	0.4245
Si	11.239	10.3244	11.1774	0.1718	-0.1462	0.5543
Si	2.8496	10.4731	19.7506	-0.0791	-0.0486	-0.3063
Si	1.4777	1.4827	15.0295	-0.0575	-0.0183	0.1259
Si	4.2064	3.1117	15.3549	-0.0892	-0.3111	-0.4771
Si	5.3377	5.2726	13.8534	-0.0621	-0.1304	0.0543
Si	8.9626	2.5949	19.9113	0.2071	-0.2091	-0.847
Si	3.4203	7.0773	15.2688	-0.12	0.0473	0.1292
Si	7.7847	10.6859	15.423	0.1197	-0.162	-0.0793
Si	6.7916	5.7782	16.6237	0.0368	0.2144	0.0261
Si	-1.2756	9.6244	17.1325	0.1116	0.1142	-0.2805
Si	5.8382	12.5022	16.9307	0.0421	-0.1178	-0.4326
Si	1.7682	1.5963	20.0815	0.6462	-0.005	-0.5233
Si	1.546	0.8399	12.0209	0.1707	-0.3391	0.3219
O	2.4699	3.0322	20.369	-0.3059	-0.0788	-0.0734
O	8.1128	1.3159	-1.7641	0.1373	-0.0289	0.3546
O	6.3678	2.5038	-0.1177	0.3439	-0.1989	0.2813
O	6.5043	-0.202	-0.2078	0.3723	0.0028	0.3729
O	3.1511	0.6566	-3.2918	0.1839	-0.07	0.0371
O	2.3959	11.9141	0.9624	-0.2697	0.1678	0.4176
O	10.1853	11.0351	2.3498	-0.2402	0.2276	-0.8212
O	8.5587	3.2162	9.4569	0.6385	-0.32	-0.3175
O	6.4685	10.335	11.2466	0.1001	0.0083	-0.258
O	2.8029	8.5176	9.4823	0.3557	0.0379	-0.3282
O	4.0436	6.2434	10.3956	-0.1066	0.0481	-0.0796
O	6.2289	8.5067	9.3852	-0.2585	0.1719	-0.3376
O	0.3366	1.8835	11.63	-0.0251	0.1948	-0.3974
O	2.0734	7.5121	11.7204	-0.0134	-0.0873	-0.3164
O	11.601	4.3729	10.5916	0.0052	-0.0994	-0.5796
O	8.3173	10.8255	9.4151	0.4114	0.4202	-0.3141
O	3.313	4.0401	18.1888	0.0767	0.174	0.1268
O	10.5673	2.2831	19.9418	-0.1875	-0.0636	0.8564
O	1.1984	1.3969	18.5319	0.1255	-0.1218	0.6251
O	4.0132	4.1567	0.6704	-0.4261	0.1289	-0.1411
O	9.2637	3.0738	15.8319	0.0686	0.1283	0.1242
O	4.2447	5.4186	-1.5232	0.0248	0.1738	0.4134
O	11.0065	10.9497	17.7327	0.203	-0.0177	0.0328
O	5.7281	4.9858	17.5686	-0.1556	-0.0014	-0.1849
O	5.4804	1.1733	-2.1847	0.2097	-0.1905	0.1397
O	-1.9551	8.6874	18.2798	0.0406	-0.1518	0.3008
O	3.9638	3.505	10.195	-0.3206	-0.1057	-0.3897
O	4.7712	11.2912	17.2205	0.3185	0.0872	0.3509
O	10.8221	6.5858	14.9703	0.0655	-0.0343	-0.1796
O	5.2413	1.9492	15.8171	-0.0648	0.1326	0.3232
O	8.0582	0.8267	11.5841	0.0059	-0.1754	-0.3677
O	1.52	2.5658	9.4443	-0.7199	0.1911	0.3173
O	2.9349	1.3066	11.2988	-0.3767	0.2337	-0.0966
O	11.6535	2.3488	15.0443	0.0583	-0.0952	-0.136
O	7.2186	11.9396	16.2744	-0.2354	0.06	0.1854
O	7.1757	7.8269	11.7647	-0.1594	-0.0178	-0.2274
O	0.7138	6.5829	17.218	-0.237	-0.1009	0.1196
O	3.5218	6.0865	16.5553	0.1436	-0.2875	-0.0861
O	8.164	5.5434	10.7717	0.0824	-0.1851	-0.4579
O	12.7222	10.8704	11.5445	-0.2085	0.1864	-0.0909
O	11.3226	6.42	12.453	0.0961	0.1348	-0.3281
O	6.2494	5.4977	12.5461	0.0888	0.1249	-0.0038
O	9.5668	1.7428	13.5397	0.0273	-0.1431	-0.1108
O	8.2208	12.6678	19.9396	-0.0379	0.1425	0.0876
O	10.9309	10.9018	9.6993	-0.3659	0.2005	-0.2806
O	6.2506	12.4267	9.5528	-0.0024	-0.0108	-0.5494
O	8.3082	5.3126	16.8886	-0.1405	-0.115	0.0536
O	4.2366	9.7275	19.3389	-0.1005	0.4341	0.1538
O	1.4195	11.8729	16.173	-0.0191	0.1167	0.1539
O	4.3612	8.3525	15.6292	0.133	-0.2691	0.1091
O	8.6189	3.2332	18.4423	0.0879	-0.1003	0.4791
O	4.0727	6.3135	13.9731	0.1726	-0.0463	0.0987
O	6.6512	9.5289	15.3497	-0.0024	0.0457	0.2896
O	8.7752	6.3102	13.2223	-0.0849	-0.0601	-0.2425
O	6.7415	10.5967	18.8665	-0.2803	0.453	0.2948
O	10.3679	4.2739	13.7387	-0.0046	0.044	0.0329
O	10.7445	4.484	17.4891	-0.1109	0.0944	0.2153
O	2.9877	12.0402	20.2139	-0.2438	-0.1321	-0.1029
O	4.5888	8.521	11.5005	-0.0419	-0.1406	-0.3169
O	6.1422	13.1195	18.4247	-0.0831	-0.3989	0.0469
O	8.1448	11.1121	13.916	0.1165	0.1635	-0.1366
O	7.9823	7.5866	-1.6234	0.1863	-0.166	0.2956
O	1.8909	10.3999	18.4291	0.2397	0.1645	0.3643
O	4.7422	3.752	13.9317	-0.0868	0.1447	0.2549
O	-0.1683	8.8271	16.2328	-0.1041	-0.1257	0.1757
O	9.111	10.1209	16.135	-0.072	0.0058	0.0965
O	6.6728	7.3754	16.8519	-0.2435	-0.2321	-0.1197
O	11.2674	8.6988	11.158	0.1244	-0.057	-0.1194
O	9.0905	5.3941	-0.3725	0.4959	0.1277	0.7383
O	0.7883	4.239	-1.7766	0.0107	-0.0767	0.2458
O	6.3618	5.4768	15.0947	-0.0962	0.0212	-0.0214
O	1.8539	7.4849	15.0524	0.14	-0.1015	0.1379
O	1.6965	0.7434	13.6171	-0.0888	0.1871	-0.222
O	10.1812	10.9217	12.2813	0.0448	0.0134	-0.3678
O	2.7142	2.5	15.2132	0.2398	0.0876	0.0739
O	8.1969	7.1072	20.1395	-0.1111	-0.0904	0.4058
O	1.0301	2.0953	-3.3154	0.0357	0.0263	-0.0421

Results
free energy: -47386.615 eV
free energy less fixed offsets of O -463.61, Si -117.95 eV per atom: -11.595 eV
pressure: -2.15 GPa
stress xx, yy, zz, yz, xz, xy (GPa, positive in tension): 2.06, 2.48, 1.93, -0.05, 0.15, -0.62
